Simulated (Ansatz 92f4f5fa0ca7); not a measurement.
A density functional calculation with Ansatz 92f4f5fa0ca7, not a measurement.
Periodic cell of 284 atoms, Si144O100H32N8, with a vacuum gap, from a study of silicon, its oxide and their interface. The atomic structure is a simulated model.

Settings
functional: r2SCAN
potential files: Ansatz PAW
basis: plane waves
wave-function cutoff: 800 eV
density cutoff ratio: 5
exchange-correlation grid ratio: 1
k mesh: 1 x 1 x 1, shifted by 0.5 0.5 0 of a step
self-consistency stop: 1e-11 eV per atom in the density residual
occupations: fixed
spin: none
net charge: 0
applied field: sawtooth along c, amplitude -0.015 V/angstrom in the program's sign convention, ramp centred at 0.9897 of c and 0.0207 of c wide, no dipole correction

Cell vectors (angstrom)
a  10.887  0  0
b  0  10.887  0
c  0  0  48.3698

Atoms and the computed forces on them: element, x, y, z (angstrom), force x, y, z (eV/angstrom)
Si  -0.2923  0.304  34.9751  0.0075  -0.009  -0.0194
Si  2.2785  2.9012  34.7191  0  -0.011  -0.0204
Si  0.1085  5.0897  34.8658  -0.0157  -0.0018  -0.0177
Si  2.9561  7.9366  34.6196  -0.0039  0.0073  -0.018
Si  5.8089  -0.154  34.4504  0.0042  0.01  -0.0227
Si  8.4615  2.4597  35.0155  -0.0063  0.0118  -0.0213
Si  5.1387  5.6746  34.6297  0.0103  -0.0062  -0.0192
Si  8.0535  8.4899  34.4821  0.0099  0.0009  -0.0219
Si  1.2853  1.4364  36.2334  -0.0127  0.0077  -0.0097
Si  4.0004  4.0558  35.9125  -0.0073  0.0077  -0.0104
Si  1.3344  6.7974  35.933  0.0086  -0.0055  -0.009
Si  4.1437  9.5879  35.8091  0.0055  -0.0123  -0.0117
Si  6.7958  1.2704  36.0729  0.0124  -0.0048  -0.0118
Si  9.5973  3.9889  36.33  0.0056  -0.012  -0.0119
Si  6.8596  6.8292  35.7966  -0.012  0.004  -0.0145
Si  9.4362  9.5318  36.0921  -0.0051  0.0137  -0.0135
Si  0.0132  2.6934  37.7046  0.0042  0.0107  -0.002
Si  2.7707  -0.018  37.2955  0.0019  0.0105  0.0146
Si  -0.0057  8.1501  37.3222  -0.0155  0.0003  0.01
Si  2.6759  5.4219  37.3437  -0.0099  -0.012  0.0068
Si  5.399  2.7192  37.2911  0.0024  -0.0091  0.0122
Si  8.1014  -0.048  37.5034  -0.0017  -0.0041  -0.0006
Si  5.4869  8.1985  37.2407  0.0107  0.0028  -0.0034
Si  8.1302  5.4856  37.3276  0.0109  0.0075  0.0085
Si  1.402  4.1299  38.8568  -0.0186  -0.0175  -0.002
Si  4.0802  1.3588  38.6923  0.0006  0.0104  0.0228
Si  1.3833  9.5112  38.657  -0.0075  0.0011  0.0288
Si  4.0917  6.819  38.6207  0.0053  0.0095  0.022
Si  6.7702  4.0913  38.6588  0.0057  -0.019  0.0262
Si  9.4695  1.3006  38.8736  -0.0041  -0.0026  0.0047
Si  6.7442  9.4776  38.7838  0.0091  0.0184  0.0039
Si  9.5197  6.8073  38.7043  0.0003  -0.0129  0.0214
Si  0.029  -0.0643  40.0927  -0.0409  0.0427  0.1828
Si  2.7582  2.7071  40.1109  -0.0087  0.0099  0.1645
Si  -0.0178  5.4778  40.1275  0.0031  0.0164  0.1769
Si  2.7304  8.1612  40.0347  0.0294  -0.0343  0.1948
Si  5.4104  0.0155  40.1014  0.0462  -0.0521  0.1746
Si  8.1064  2.7506  40.1076  0.0187  -0.0142  0.1835
Si  5.4297  5.4529  40.0184  -0.0307  0.0239  0.1842
Si  8.1675  8.1445  40.0852  -0.0293  0.0235  0.1696
Si  1.3601  1.3414  41.4254  0.0683  0.0126  0.3729
Si  4.1247  4.0833  41.4237  -0.1108  0.0186  0.3246
Si  1.3703  6.8358  41.4506  -0.0391  -0.0534  0.209
Si  4.0457  9.5363  41.4382  0.0806  0.0084  0.2154
Si  6.7711  1.3784  41.4744  -0.017  -0.0108  0.2463
Si  9.5053  4.0922  41.4569  -0.0541  0.0461  0.2948
Si  6.7966  6.7821  41.407  0.0518  0.0278  0.2917
Si  9.538  9.4922  41.442  0.0149  -0.0613  0.3794
Si  -0.006  2.6937  6.9094  0.1229  0.0107  -0.3182
Si  2.6851  0.0022  6.9541  -0.0459  0.1147  -0.2535
Si  -0.0213  8.1528  6.9671  -0.1251  0.0499  -0.283
Si  2.7708  5.4518  6.8905  0.1034  -0.067  -0.3893
Si  5.4295  2.746  6.9889  -0.0724  -0.0325  -0.1735
Si  8.1949  0.0082  6.9049  -0.0193  -0.081  -0.3371
Si  5.4706  8.1905  6.885  0.0363  0.0079  -0.33
Si  8.1349  5.4479  6.94  0.027  0.0312  -0.3202
Si  1.4081  4.0584  8.1922  -0.0074  -0.0205  -0.1894
Si  4.0512  1.359  8.3163  0.028  -0.0217  -0.1512
Si  1.2911  9.5556  8.3103  0.0267  -0.0193  -0.1719
Si  4.1461  6.823  8.2434  -0.0031  -0.0054  -0.2007
Si  6.8174  4.1021  8.3381  -0.0194  -0.0012  -0.1764
Si  9.5178  1.3546  8.3058  0.0004  0.0195  -0.2089
Si  6.8488  9.5361  8.2568  -0.0032  0.0085  -0.1908
Si  9.4749  6.7995  8.3167  -0.0089  0.0206  -0.1628
Si  -0.0769  -0.0043  9.736  0.0006  -0.0076  -0.023
Si  2.6874  2.7403  9.6644  0.0077  0.0186  -0.0155
Si  -0.0036  5.3499  9.5025  0.0241  0.0152  -0.008
Si  2.7309  8.1757  9.5201  0.0073  0.0111  -0.0046
Si  5.4993  0.0094  9.5978  -0.019  -0.011  -0.0045
Si  8.1597  2.7054  9.6766  -0.0014  0.0025  -0.0226
Si  5.5247  5.5385  9.6866  -0.0019  0.0038  -0.0205
Si  8.144  8.2031  9.7206  -0.0094  -0.011  -0.0263
Si  1.291  1.3809  11.0457  0.0113  0.0068  -0.0163
Si  4.1267  4.1506  10.9178  -0.013  -0.0015  -0.016
Si  1.3306  6.7698  10.7416  0.0015  -0.0091  -0.0066
Si  4.1348  9.4941  10.8538  0.0039  -0.0013  -0.0035
Si  6.769  1.3804  11.0568  -0.0082  -0.0069  -0.0041
Si  9.6326  4.0029  10.9612  0.0036  0.0096  -0.007
Si  6.8649  6.8744  11.1895  -0.0118  0.0094  -0.0103
Si  9.4181  9.5588  11.177  0.0011  -0.0045  -0.0093
Si  -0.1077  2.6208  12.5435  -0.0049  -0.0027  0.0111
Si  2.8952  0.0927  12.1381  0.0032  -0.0067  0.0141
Si  0.1165  8.1092  12.1913  0.0132  -0.0036  0.0144
Si  2.6439  5.4597  12.124  -0.0016  0.003  0.0208
Si  5.5022  2.9131  12.3549  0.0101  0.0049  0.0126
Si  7.96  0.0448  12.6194  -0.0049  0.0087  0.0179
Si  5.2827  8.2168  12.4709  -0.0131  -0.0012  0.0111
Si  8.5291  5.5101  12.3279  0.0071  -0.0044  0.0152
Si  1.4609  4.0397  13.5286  0.0061  0.0018  -0.018
Si  3.9933  1.6147  13.5966  0.0005  -0.0012  -0.0253
Si  1.7174  9.3613  13.2823  0.0085  0.0057  -0.0099
Si  3.6419  6.9179  13.6431  0.0026  0.0011  -0.023
Si  7.24  4.0675  13.5456  -0.0051  0.0055  -0.0159
Si  9.1414  1.5194  14.0652  -0.0049  -0.0032  -0.0308
Si  6.1574  9.9136  13.9235  0.0041  -0.0048  -0.028
Si  10.1841  6.5752  13.7754  -0.0028  0.0057  -0.0302
Si  6.874  4.0157  32.7003  0.0069  -0.0051  -0.045
Si  14.2816  -7.0913  26.3226  0.0011  -0.0046  -0.0642
Si  2.5058  8.7455  15.9358  0.0039  0.002  -0.0495
Si  2.1688  2.4217  15.9235  0.003  0.0017  -0.0361
Si  8.6057  11.0922  16.7751  -0.0028  0  -0.0492
Si  1.7679  5.108  21.3392  -0.004  0.0065  -0.0457
Si  15.506  18.1255  17.5459  0.0012  -0.0092  -0.045
Si  15.932  -0.9594  18.6296  0.0016  0.0075  -0.0497
Si  5.3958  5.0875  15.5345  -0.0049  0.0003  -0.0393
Si  8.8779  2.9099  23.5483  0.009  -0.0061  -0.0543
Si  8.5263  5.342  17.2349  -0.005  -0.0034  -0.0436
Si  11.5386  18.8157  17.8646  0.0028  0.0006  -0.0502
Si  10.8586  2.7215  21.263  0.0034  -0.0057  -0.0505
Si  4.3651  0.448  16.2526  -0.0027  0.0061  -0.0424
Si  12.8943  9.8737  19.7198  0.0059  -0.0041  -0.0579
Si  4.5481  18.5319  22.4141  0.0037  0.003  -0.0509
Si  -1.6202  -1.1296  22.0893  -0.0032  -0.0039  -0.0519
Si  7.1506  2.8517  16.0747  -0.002  0.0012  -0.0334
Si  11.2846  10.7267  15.7655  -0.0006  0.0032  -0.0388
Si  8.1249  8.1374  15.7737  -0.0004  0.0054  -0.0372
Si  15.3098  -0.2794  23.6915  -0.009  -0.0121  -0.0538
Si  4.0361  -6.2068  23.4005  -0.001  0.0143  -0.0541
Si  10.4817  17.8918  22.2726  0.0015  0.0032  -0.0597
Si  13.7926  -3.7226  19.8882  0.0036  0.008  -0.05
Si  7.4157  5.5165  28.4367  0.0005  -0.0047  -0.0504
Si  9.0643  6.9699  19.5234  0.0012  -0.0036  -0.0581
Si  10.1875  9.4555  26.6712  0.0023  0.0106  -0.058
Si  0.8659  -3.4689  27.5321  -0.0004  0.0022  -0.0515
Si  23.8802  15.9166  28.6129  0.0086  0.0047  -0.057
Si  8.5702  15.3612  26.0991  0.0122  0.0088  -0.0597
Si  -0.6899  -10.4949  24.4096  0.0016  -0.0012  -0.0597
Si  2.4534  1.4896  31.8498  -0.005  0.008  -0.0547
Si  9.7041  -2.8135  31.6872  -0.005  -0.001  -0.0702
Si  1.6437  11.1997  22.5239  -0.0008  -0.0052  -0.0542
Si  16.896  2.1754  23.5962  0.0011  -0.0002  -0.0466
Si  21.1614  0.4909  19.4867  -0.0038  -0.0048  -0.0562
Si  -1.7972  18.9353  28.8407  0.0067  -0.0003  -0.0621
Si  -4.6811  12.4361  28.8729  -0.0024  0.0027  -0.0665
Si  -1.9702  3.0024  28.5169  -0.0061  0.0039  -0.0547
Si  -5.9674  1.2157  26.1451  -0.0018  -0.0055  -0.0635
Si  6.8259  8.6249  20.6832  -0.001  0.0067  -0.0531
Si  15.756  4.3851  28.7166  -0.0024  0.0015  -0.0582
Si  5.4579  12.3217  31.6161  0.0053  0.0029  -0.0719
Si  9.5393  5.1829  32.138  0.0053  -0.0081  -0.0541
Si  11.4421  16.056  16.1972  0.0025  -0.0074  -0.0448
Si  10.252  6.8623  25.2797  -0.0086  -0.0049  -0.0618
Si  11.1693  14.1902  30.3696  -0.0047  0.009  -0.0647
Si  1.2957  -1.2119  32.6319  -0.0086  0.0047  -0.0443
O  -0.9441  -5.4192  33.6813  0.016  0.0028  0.0373
O  -12.6893  -0.2826  23.4481  0.0069  0.0104  0.0316
O  5.5128  0.5673  32.9976  0.0019  -0.0208  0.0508
O  1.2455  4.083  34.2445  0.0002  -0.0001  0.0145
O  2.5494  2.0106  33.3826  0.0015  0.0148  0.0418
O  -4.8531  9.8157  19.9076  0.0102  -0.0071  0.0237
O  9.4353  16.6982  26.151  -0.0115  -0.0131  0.023
O  10.0372  -4.4116  23.735  -0.0036  -0.0029  0.047
O  0.2203  -2.0217  31.754  0.0114  0.0056  0.0212
O  10.1919  2.4927  29.3611  0.0154  0.0015  0.0314
O  -0.4418  -14.5701  28.4924  -0.0121  -0.0013  0.0188
O  -0.5629  -7.0005  31.6106  -0.0093  0.0121  0.0384
O  5.6869  4.943  33.2764  -0.0131  0.0121  0.0275
O  2.3295  8.6068  33.2674  0.0118  -0.0138  0.0306
O  6.69  5.2851  14.5655  -0.0022  0.0011  0.0211
O  6.8266  8.7115  14.9235  0.0089  -0.0047  0.0185
N  5.0775  0.4349  14.6573  -0.0057  -0.0014  0.0266
O  -2.9547  6.7787  16.6718  0.0028  -0.0078  0.0178
O  5.3842  5.9692  16.901  -0.0037  0.0121  0.0225
N  2.6097  8.221  14.2968  0.0025  0.0045  0.0339
O  5.5908  3.4504  15.8125  0.005  -0.0005  0.0135
O  7.4251  1.3524  16.6791  0.0007  -0.0046  0.0142
O  7.5057  2.2681  23.0258  -0.0018  0.0027  0.0229
O  9.3862  -3.2556  14.8259  -0.007  0.0024  0.014
O  12.9707  -6.7076  27.2114  -0.0072  0.0073  0.0288
O  9.3086  11.2438  18.2196  0.0162  0.0038  0.038
N  13.4899  2.7378  14.2832  -0.0003  0.0021  0.029
O  11.7543  10.8361  19.06  0  0.0007  0.0203
O  10.0884  7.8566  18.6066  -0.01  -0.0039  0.0203
O  10.399  19.5017  22.308  0.0024  -0.0035  0.028
O  22.8244  6.3424  22.107  -0.0062  0.0007  0.0172
O  11.8927  12.5822  21.9767  0.0035  -0.0064  0.0149
O  5.403  -2.243  17.6645  -0.0005  0.0062  0.0219
O  3.3421  4.4224  24.8403  -0.0043  -0.0101  0.0467
O  12.3982  14.7298  16.4811  -0.0033  0.0056  0.011
N  7.9976  2.8194  14.5588  0.0031  -0.0006  0.023
N  11.4349  -5.4814  14.4785  -0.002  -0.001  0.0257
O  33.4513  9.035  27.2436  0.0039  -0.0065  0.0196
O  3.9168  12.5904  31.2385  -0.0056  -0.005  0.0158
O  14.1458  18.4371  16.7298  0.0065  -0.0035  0.0186
N  11.7718  9.1441  16.5878  -0.0045  -0.0063  0.027
O  0.8965  15.4387  29.5485  -0.0129  -0.0146  0.0259
O  11.8034  6.4636  17.1422  0  0.0112  0.02
O  9.8914  15.7623  16.5296  -0.0038  0.0018  0.0147
O  0.919  10.3794  14.2862  -0.0145  0.0075  0.0382
O  5.2801  11.1404  17.5877  0.0033  -0.0088  0.0267
O  1.1422  12.0864  16.2685  0.0017  0.0013  0.009
O  0.767  14.8939  20.8018  0.0006  -0.0022  0.0076
O  4.5191  -1.8557  23.2896  0.0007  0.0162  0.0234
O  2.9076  15.348  22.266  0.0156  -0.0049  0.032
O  19.994  9.3581  27.8751  -0.0087  -0.0096  0.0318
O  9.7397  -0.3004  20.7884  -0.0069  -0.0092  0.0358
O  4.2768  6.9275  19.077  -0.0103  -0.0006  0.0315
O  12.2858  -8.5755  30.9568  0.0139  -0.0146  0.0276
O  8.9448  8.596  30.3581  0.0061  0.0004  0.0544
O  5.9781  -5.4311  29.1595  -0.0007  0.0014  0.0169
O  7.6978  7.815  19.6046  -0.005  0.0063  0.0275
O  18.6813  9.2144  21.813  0.0092  0.005  0.0126
N  12.6455  8.2426  19.1971  0.0067  0.0001  0.0224
O  19.6619  16.4502  18.8081  0.0049  0.0099  0.0245
O  3.3052  10.1115  16.2237  0.0002  -0.0028  0.0216
O  5.1749  14.4123  23.1783  0.0024  -0.0045  0.0203
O  2.3292  5.6763  19.9531  -0.0056  -0.0102  0.0205
O  -0.5987  12.9283  19.9199  0.0032  0.0079  0.0279
O  3.5559  12.7219  16.5521  0.0028  -0.0026  0.0174
O  18.5061  4.0159  17.1039  0.0058  0.0078  0.016
O  19.247  9.467  16.7059  0.0034  0.0077  0.0159
O  15.4115  6.2495  23.2751  0.0009  -0.0139  0.0171
O  8.4049  4.087  24.5488  -0.0032  0.0124  0.0342
O  5.9853  2.0594  25.2296  -0.0049  -0.0045  0.0338
N  20.56  11.4052  15.4742  0.0009  -0.0031  0.021
O  14.9335  6.8027  34.1412  -0.0032  0.0019  0.0135
O  -1.1847  14.1949  22.2271  -0.0149  0.0023  0.0328
O  -5.3132  -20.9679  27.5704  0.0122  0.0029  0.0438
O  4.1343  16.6153  14.7177  0.0124  -0.0088  0.0219
O  5.8719  7.6202  21.4997  -0.0099  -0.0046  0.0229
O  15.5154  4.4758  27.1152  0.0047  0.0044  0.0285
O  5.5274  0.7218  23.0343  0.0023  0.0052  0.023
O  11.3754  -0.4241  33.7665  -0.0088  0.0069  0.0245
O  9.2561  3.2695  26.9472  0.0001  -0.0059  0.0372
O  23.8239  17.5201  28.2925  0.0025  -0.0079  0.0197
O  20.8776  -4.3724  31.3638  -0.0009  -0.0022  0.0187
O  9.5288  12.2819  34.3427  0.001  -0.0009  0.0193
O  3.3066  7.7019  21.3692  0.0147  0.0017  0.0349
O  7.2405  15.8294  26.9095  -0.0034  0.0034  0.0315
O  14.4973  13.0662  26.3077  -0.0011  0.0065  0.0211
O  -0.7295  0.0047  25.9729  -0.0005  -0.0123  0.0348
O  -3.0155  -3.8383  28.5195  0.0019  0.0028  0.0244
O  11.5947  -0.1107  23.7726  -0.0105  0.0013  0.0308
O  8.4449  4.4517  29.1304  0.0017  -0.0002  0.0322
O  5.3625  13.7943  29.0777  0.0016  -0.0066  0.0151
O  -4.801  0.7303  30.2804  -0.0081  -0.0013  0.0464
O  13.97  0.4565  23.1879  0.0128  0.0005  0.0257
O  7.7581  -8.9995  28.6079  -0.0028  -0.0027  0.0251
O  9.5716  -4.3117  21.0103  0.0147  0.0005  0.0355
O  14.4347  10.1515  19.254  -0.0102  -0.0005  0.0252
O  12.7122  -0.7499  21.3144  -0.0007  0.0111  0.0411
O  2.088  10.7958  31.7837  -0.002  -0.0077  0.0194
O  8.8419  8.2051  33.0629  -0.0181  0.003  0.0497
O  6.8746  31.3244  34.0797  -0.0031  0.0002  0.0114
O  -7.4182  -6.1575  29.4343  -0.0011  -0.0012  0.0313
O  6.2368  2.8472  31.7991  0.0044  0.008  0.0304
O  -10.0654  6.7895  26.0097  0.0036  0.0039  0.0326
O  7.7145  3.305  33.8633  0.0072  -0.0081  0.0225
O  7.9404  4.9738  31.9527  -0.0066  -0.0032  0.0219
O  9.7422  19.2686  25.5202  0.0023  0.007  0.0271
O  9.8938  1.9663  24.3776  -0.0006  -0.0001  0.0184
O  4.5269  10.7598  25.313  0.0047  0.0127  0.0317
H  2.1775  0.5153  42.3579  -0.3436  0.3837  -0.2204
H  0.5341  2.159  42.3579  0.2354  -0.2695  -0.2974
H  3.3074  4.9095  42.3561  0.219  -0.2649  -0.274
H  4.9363  3.2515  42.3561  -0.2474  0.4981  -0.2642
H  2.197  6.0189  42.383  -0.2455  0.2268  -0.2864
H  0.5262  7.6346  42.383  0.4819  -0.2156  -0.2426
H  3.2216  10.3558  42.3706  0.2836  -0.4214  -0.2536
H  4.8906  8.7383  42.3706  -0.2682  0.2122  -0.2699
H  7.6085  0.5725  42.4068  -0.2029  0.2195  -0.3
H  5.9572  2.208  42.4068  0.3056  -0.4616  -0.2093
H  10.3204  3.2637  42.3894  -0.2701  0.2332  -0.2865
H  8.6791  4.9095  42.3894  0.3583  -0.3234  -0.2142
H  7.6196  5.9616  42.3395  -0.4074  0.2675  -0.2578
H  5.9999  7.6283  42.3395  0.2007  -0.2818  -0.2851
H  8.7343  10.3318  42.3744  0.2416  -0.1914  -0.3022
H  10.3562  8.6668  42.3744  -0.442  0.2872  -0.2167
H  0.82  1.8761  5.977  -0.4513  0.2541  0.2098
H  -0.821  3.5222  5.977  0.208  -0.2777  0.2904
H  1.8677  0.8284  6.0216  0.3939  -0.3027  0.2517
H  3.5092  -0.8173  6.0216  -0.313  0.1788  0.3306
H  -0.8395  8.9782  6.0347  0.277  -0.3741  0.2417
H  0.8228  7.354  6.0347  -0.2754  0.216  0.326
H  1.9442  6.2687  5.9581  0.2949  -0.1931  0.2775
H  3.5882  4.6256  5.9581  -0.341  0.4007  0.1762
H  4.6179  3.5778  6.0565  0.3644  -0.3496  0.2804
H  6.2434  1.9163  6.0565  -0.2157  0.2569  0.3159
H  8.9986  -0.8313  5.9725  -0.2426  0.4015  0.2231
H  7.3575  0.8141  5.9725  0.2587  -0.2307  0.2612
H  6.2673  7.3443  5.9526  -0.2537  0.4022  0.2241
H  4.6257  8.9885  5.9526  0.3163  -0.1983  0.2678
H  7.3119  6.2684  6.0076  0.2531  -0.3941  0.2757
H  8.9611  4.6305  6.0076  -0.1991  0.2977  0.2915

Results
free energy: -152734.564 eV
free energy less fixed offsets of H -15.71, N -386.36, O -570.45, Si -639.56 eV per atom: 0.676 eV

The program warned: the cutoff lies below the one the program advises for these potential files; the forces do not sum to zero within the program's tolerance; empty levels may hold ghost states of the PAW files; the exchange-correlation potential is rough where the density is thin.
